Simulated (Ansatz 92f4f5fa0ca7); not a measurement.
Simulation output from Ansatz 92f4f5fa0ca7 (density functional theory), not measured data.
Periodic cell of 220 atoms, Si132O88, from a study of silicon, its oxide and their interface. The atomic structure is a simulated model.
Doubt: the cutoff is far below the 930 eV that the study's wrapper takes by default for these files, so forces and energies are approximate.
This geometry differs little from another in the collection (a relaxation step or a small displacement).

Settings
functional: PBE
potential files: Ansatz PAW
basis: plane waves
wave-function cutoff: 580 eV
density cutoff ratio: 5
exchange-correlation grid ratio: 1
k mesh: 1 x 1 x 1, Gamma-centred
self-consistency stop: 5e-08 eV per atom in the density residual
occupations: fixed
spin: none
net charge: 0

Cell vectors (angstrom)
a 10.938 0 0
b 0 10.938 0
c 0 0 32.2117

Atoms and the computed forces on them: element, x, y, z (angstrom), force x, y, z (eV/angstrom)
Si -0.2282 0.2337 24.66 0.0006 -0.0018 0.0059
Si 5.7135 -0.3435 24.7287 0 0.0025 -0.0003
Si 2.5105 2.815 24.7374 0.0014 -0.0012 0.0037
Si 8.4622 2.4726 24.6696 0.0002 0.0004 0.002
Si 0.1904 4.9687 24.6106 -0.0006 0.0001 0.0014
Si 5.2325 5.8004 25.0134 0.0011 -0.0023 0.0039
Si 2.9655 7.9122 24.7647 -0.0011 0.0007 -0.0019
Si 7.9635 8.3865 24.752 0.0016 -0.001 0.004
Si 1.3173 1.3282 26.0831 -0.001 0.0012 -0.0018
Si 6.8498 1.3156 25.9884 -0.0007 -0.0004 -0.0004
Si 4.0693 4.047 26.0549 0.0001 0.0008 -0.0024
Si 9.5628 4.0157 26.0762 -0.0006 0.0002 -0.0006
Si 1.2896 6.7259 25.92 0 -0.0002 -0.0004
Si 6.8343 6.9309 26.2326 0 -0.0005 -0.0023
Si 4.0957 9.5192 26.0776 -0.0003 0.0005 -0.0005
Si 9.5657 9.5788 26.005 -0.0006 0.001 -0.0019
Si 2.7355 -0.0133 27.4141 -0.0004 0.0006 0.001
Si 8.2157 -0.005 27.4192 0.0009 -0.0009 -0.0015
Si 0.0037 2.7145 27.4706 0.0016 -0.0009 -0.0011
Si 5.4912 2.709 27.3896 0.0006 0.0002 0.0003
Si 2.6987 5.4482 27.4028 0.0002 -0.0008 -0.0002
Si 8.2211 5.4547 27.43 -0.0003 -0.0003 -0.0004
Si 0.0069 8.1769 27.353 -0.0004 0.0006 0.0005
Si 5.446 8.2543 27.5264 0.0018 0.0001 0.0009
Si 4.1018 1.3673 28.7934 0.0891 -0.032 -0.1917
Si 9.5708 1.3673 28.7934 -0.1055 -0.1311 0.2377
Si 1.3673 4.1018 28.7934 -0.0179 0.0434 0.2166
Si 6.8362 4.1018 28.7934 0.0238 -0.151 -0.1411
Si 4.1018 6.8362 28.7934 -0.3432 -0.191 0.0895
Si 9.5708 6.8362 28.7934 0.1977 0.0221 -0.1809
Si 1.3673 9.5708 28.7934 -0.023 -0.2673 -0.2961
Si 6.8362 9.5708 28.7934 0.1857 0.4657 0.4771
Si 0 0 30.1607 -0.1132 -0.0013 -0.0209
Si 5.469 0 30.1607 0.131 0.0121 0.0434
Si 2.7345 2.7345 30.1607 -0.0389 0.0912 -0.0408
Si 8.2035 2.7345 30.1607 0.0008 -0.0497 0.0197
Si 0 5.469 30.1607 0.0559 -0.0286 0.0012
Si 5.469 5.469 30.1607 -0.0957 -0.0228 -0.0466
Si 2.7345 8.2035 30.1607 -0.0174 -0.1032 0.0033
Si 8.2035 8.2035 30.1607 -0.0498 0.0529 -0.0368
Si 1.3673 1.3673 31.5279 0.0828 -0.0303 -0.0196
Si 6.8362 1.3673 31.5279 -0.0813 0.0541 -0.0019
Si 4.1018 4.1018 31.5279 0.0415 -0.0572 -0.0039
Si 9.5708 4.1018 31.5279 -0.0118 0.0684 -0.0364
Si 1.3673 6.8362 31.5279 -0.0209 0.0359 -0.0201
Si 6.8362 6.8362 31.5279 0.0293 -0.0261 -0.0157
Si 4.1018 9.5708 31.5279 -0.0398 0.0035 -0.0358
Si 9.5708 9.5708 31.5279 0.0479 -0.0585 -0.0001
Si 2.7345 0 0.6835 0.0175 -0.0282 0.0071
Si 8.2035 0 0.6835 -0.0374 0.0313 0.0051
Si 0 2.7345 0.6835 -0.0506 0.0368 0.0053
Si 5.469 2.7345 0.6835 0.0287 0.0366 0.0429
Si 2.7345 5.469 0.6835 -0.0324 0.0336 0.0041
Si 8.2035 5.469 0.6835 0.0209 -0.0769 0.0142
Si 0 8.2035 0.6835 0.028 -0.0443 0.0341
Si 5.469 8.2035 0.6835 -0.0109 0.0188 0.0168
Si 4.1018 1.3673 2.0507 -0.1094 -0.0133 -0.0544
Si 9.5708 1.3673 2.0507 0.063 -0.0217 0.0716
Si 1.3673 4.1018 2.0507 0.0657 -0.0027 0.0726
Si 6.8362 4.1018 2.0507 -0.0068 0.0905 -0.0853
Si 4.1018 6.8362 2.0507 0.0174 -0.0525 0.0894
Si 9.5708 6.8362 2.0507 -0.0184 0.0471 -0.0534
Si 1.3673 9.5708 2.0507 0.0795 0.051 -0.0506
Si 6.8362 9.5708 2.0507 0.0424 -0.0454 0.0628
Si 0 0 3.418 0.1148 0.044 0.0763
Si 5.469 0 3.418 -0.08 0.1365 0.4089
Si 2.7345 2.7345 3.418 -0.1165 -0.5353 -0.2735
Si 8.2035 2.7345 3.418 -0.3561 0.0842 0.2259
Si 0 5.469 3.418 -0.249 0.0205 0.1159
Si 5.469 5.469 3.418 0.4401 -0.162 -0.4598
Si 2.7345 8.2035 3.418 -0.0913 0.6094 -0.0561
Si 8.2035 8.2035 3.418 0.3088 0.0468 -0.2241
Si 1.3579 1.3714 4.8264 -0.0022 0.0008 0.0024
Si 6.8298 1.371 4.858 -0.0029 0.0009 0.0011
Si 4.1956 3.9964 4.6829 -0.0017 -0.0048 0.0016
Si 9.5258 4.1161 4.8055 -0.0006 0.0033 -0.002
Si 1.3258 6.9111 4.7422 0.003 0.0023 0.0005
Si 6.8703 6.8286 4.7373 0.0016 0.002 -0.0013
Si 4.0666 9.6219 4.8401 -0.0025 -0.0012 -0.0006
Si 9.5725 9.586 4.7939 -0.002 -0.0008 0.001
Si 2.722 0.057 6.3379 0.0001 -0.0001 0.0018
Si 8.2326 0.0126 6.2187 0.0019 -0.0001 -0.0021
Si -0.0723 2.7389 6.1647 -0.0021 -0.0082 -0.0006
Si 5.4366 2.7172 6.2808 0.0015 -0.0005 -0.0034
Si 2.8517 5.4995 5.7714 -0.0034 0.0007 -0.0045
Si 8.2055 5.5232 6.2034 0.0004 -0.0009 0.0017
Si 0.0229 8.2801 6.2199 0.0016 -0.0005 -0.0001
Si 5.5382 8.2329 6.0475 0.0004 -0.0001 0.0018
Si 3.6534 1.8377 7.6883 0.0003 0.0036 -0.0017
Si 9.8261 1.1029 7.6052 -0.0017 0.0019 -0.0013
Si 1.53 4.1761 7.0753 0.0086 0.0042 0.0024
Si 6.5878 4.3677 7.4956 0.0016 -0.0022 -0.0005
Si 4.3957 6.5459 7.1571 0.0032 -0.0024 -0.0027
Si 9.297 7.2129 7.494 -0.0008 0.0006 0.0011
Si 1.166 9.8018 7.682 -0.0012 0.0003 -0.0034
Si 7.0069 9.3739 7.4765 0.0005 -0.0013 0.0017
O 1.4504 3.97 24.2341 -0.0003 0.0011 -0.0006
O 6.8321 9.4817 24.2128 -0.001 -0.0004 -0.0006
O 2.5365 3.0258 7.6476 -0.0046 -0.0058 0.0015
O 8.1323 8.2743 7.9694 -0.0018 0.0001 -0.0016
O 5.4276 5.4836 7.9225 0.0017 0.0033 0.0029
O 0.019 -0.0027 8.1429 0.0037 0.0028 -0.0017
O 4.1296 6.8195 24.2961 -0.001 0.0009 0.0002
O 9.5983 1.369 24.1435 -0.0004 0.0006 -0.0018
O 1.8261 9.1401 9.073 0.0046 -0.0054 0.0049
O 1.0786 5.2766 8.2288 -0.0007 0.0016 0.0017
O 9.057 1.7114 8.9637 0.0006 -0.0006 -0.0012
O 6.2558 9.94 8.841 -0.0021 0 -0.0001
O 3.7144 1.7081 9.3611 -0.0015 -0.0014 -0.001
O 3.4197 7.2842 8.2147 -0.0043 0.0017 0.0064
O 7.206 3.6844 8.8851 -0.0007 0.0003 -0.0008
O 9.9436 6.7789 8.9622 0.002 -0.0009 0.0001
O 2.9796 1.9722 23.3751 0.0004 -0.0002 -0.0008
O 5.0368 0.2602 23.345 0.0002 -0.0008 0.0007
O 7.8946 3.2534 23.3002 0.0001 -0.0001 -0.0005
O 10.3323 5.0464 23.1638 0 -0.0001 -0.0003
O 8.6669 7.6136 23.4691 0.0002 -0.0003 -0.0008
O 2.398 8.642 23.4042 0.0007 -0.0006 0.0013
O 6.3238 5.2713 23.9097 0.0006 -0.0002 -0.0007
O 0.511 10.5661 23.3017 0.0007 -0.0004 -0.0019
Si 2.9744 8.0454 9.5549 -0.0062 0.0106 -0.0132
Si 9.963 0.2267 13.0856 -0.0018 -0.0012 0.0014
Si 14.7537 5.8975 13.2429 0.0247 -0.0121 0.0464
Si 4.4515 1.6536 22.7406 -0.0003 0.0003 -0.0003
Si 8.5733 2.3432 20.2263 0 -0.0002 -0.0009
Si 10.1912 4.9378 21.5362 0 -0.0006 -0.0007
Si 1.2144 9.3129 22.5149 -0.0006 0.0004 0.0001
Si 13.1049 4.5674 20.1886 0.0003 0.0002 -0.0008
Si 1.9787 5.3945 11.0458 -0.0109 -0.0119 0.0007
Si -2.0186 10.1281 20.1176 -0.0003 0.0001 -0.001
Si 4.4455 6.6374 15.9645 0.0077 -0.0007 -0.0068
Si 7.4466 9.3741 12.6951 0.0039 -0.0037 0.0046
Si 5.6775 9.5768 10.3243 0.0081 0.0055 -0.0015
Si 5.401 2.9556 12.7196 0.0083 0.0212 -0.0157
Si 3.1209 12.5446 15.9803 0.0009 0.0007 0.0037
Si 2.6721 9.3632 19.7608 0.0006 -0.0007 -0.0004
Si 5.292 3.8347 15.4453 0.011 0.011 0.0091
Si 3.3225 2.6485 10.657 0.0088 -0.0007 0.0031
Si 4.9367 10.9705 12.7091 0.0003 0.0062 0.0018
Si 6.4893 4.0076 22.9253 0 -0.0004 -0.0005
Si 13.1238 0.7086 13.0188 -0.0039 0.0011 0.0007
Si 8.6725 3.232 9.4484 -0.0003 -0.0003 0.0013
Si 9.6094 14.0313 17.4181 -0.0009 0.0006 -0.0019
Si 12.2411 2.4512 18.364 -0.0014 0.0004 0.0003
Si 8.2072 4.5372 15.1935 -0.0014 0.0062 -0.0038
Si 4.6745 -0.0928 18.0002 0.0019 -0.001 -0.0001
Si 4.9991 4.8198 20.4182 0 0.0001 -0.0016
Si 7.2561 7.6015 15.233 -0.0049 -0.0077 -0.0046
Si 14.5527 6.6988 18.8579 0.0009 -0.0009 -0.0004
Si 9.4283 7.7951 22.0294 0 0 -0.0003
Si 18.2934 9.7001 17.4057 0.0003 -0.0011 -0.0015
Si 10.7531 5.4035 9.2521 -0.0049 -0.0009 -0.0037
Si 5.5274 13.0156 19.9349 0.0006 0.0003 -0.0006
Si 0.3969 -0.5713 18.4178 0 -0.0005 -0.0008
Si 9.553 11.2256 16.1602 -0.0008 0.0001 -0.0013
Si 8.5903 3.0758 12.5788 -0.0007 0.0023 0.0044
O 6.9899 13.7924 12.6515 -0.002 -0.0086 0.0036
O 6.9961 -8.7121 20.6442 0 -0.0003 0
O 11.7152 0.9711 18.7883 0.0006 0.0001 0.0001
O 4.8332 4.1277 13.8197 0.017 -0.0198 -0.0035
O 2.0983 2.4011 16.955 0.0008 -0.0007 -0.0005
O 9.7863 10.794 14.6419 0.0007 -0.0007 0.0009
O 5.5267 1.169 18.5929 -0.0002 -0.0003 0.0002
O 3.3702 10.4789 12.9332 -0.0006 -0.0039 -0.0009
O 2.5458 4.042 10.2926 -0.0026 0.0067 0.0011
O 0.3491 5.3313 10.7958 0.0047 0.0015 0.0012
O 5.1008 3.5511 19.3982 0.0001 -0.0004 0.0011
O 9.4015 3.5715 20.9817 0.0003 0.0002 0.0003
O 15.8757 6.5336 12.4143 -0.027 0.0114 -0.0165
O 1.6967 9.4144 18.4473 0 0 0.0005
O 0.0745 8.1772 22.2269 0.0003 -0.0002 0.0001
O 13.3832 5.5524 18.8974 -0.0002 -0.0001 0.0008
O 16.6704 -1.1558 17.3768 -0.0007 0.0005 0.0007
O 10.6052 10.2945 16.98 -0.0001 -0.0001 0.0002
O 4.5047 1.5621 21.1127 0.0001 -0.0004 0.0007
O 2.4256 5.2742 12.6213 -0.0008 0.011 -0.0127
O 6.2474 4.7212 21.4627 0.0002 -0.0001 0.0008
O 8.6509 9.066 21.3277 0.0003 -0.0003 0.0003
O 8.0135 10.9736 16.6206 0.0006 0.0001 0.0003
O 3.1767 7.842 19.9223 -0.0001 0.0004 0.0005
O 15.9802 6.1399 19.4619 0 -0.0003 0.0007
O 4.9148 12.4777 13.3363 -0.0051 -0.0034 0.0017
O 8.8657 10.1755 12.345 -0.0015 -0.0008 -0.0007
O 8.9426 4.1375 13.7785 0.0015 -0.0011 -0.0003
O 6.2041 10.2189 13.417 -0.0015 0.0007 -0.0007
O 7.7801 8.2614 13.8365 0.0004 0.0042 -0.0029
O 7.8217 8.3582 16.5846 0.0003 0.0017 0.0015
O 4.2785 8.7559 10.2122 -0.0001 -0.0052 0.0062
O 4.738 3.2045 11.2854 -0.0097 -0.005 -0.0051
O 5.2858 10.9745 11.1082 -0.0009 -0.0011 -0.0012
O 4.4517 13.4853 15.8833 -0.0055 -0.0008 -0.0029
O 3.9319 10.2912 19.3369 -0.0003 -0.0002 0.0002
O 6.8904 3.5585 15.408 -0.0059 -0.0027 0.0006
O 13.0786 3.0297 19.6284 0.0003 -0.0004 0.0001
O 0.6527 11.069 12.7669 0.0035 0.0004 0.0001
O -1.5359 6.3613 21.1874 0.0002 0.0001 0.0004
O 5.632 7.5837 15.3974 0.0001 0.0029 0.0047
O 5.0022 5.1367 16.3497 -0.0042 -0.0004 0
O 3.786 7.2414 17.3263 -0.0012 0 0.0013
O 0.071 3.4945 18.1356 0.0011 -0.0005 0.0005
O 11.7083 4.9384 20.9207 -0.0001 0 0.0004
O 7.8076 6.0876 15.1831 0.002 0.0002 0.0021
O 5.3376 2.9183 23.2498 0.0004 -0.0002 0
O 12.8775 9.846 21.1381 0 -0.0001 0.0003
O 9.0535 11.7253 20.526 0.0003 -0.0003 0.0003
O 2.4772 1.8029 11.8047 -0.0005 0.0003 0.0004
O 2.3386 1.3287 14.5591 0.0014 0.0003 -0.001
O 9.1285 4.3467 16.5177 0.0008 -0.0013 0.0012
O 3.6382 0.2707 16.7782 -0.0002 0.0003 -0.0009
O 9.4936 12.6939 12.8083 0.0027 -0.0015 0.0001
O 10.3792 -1.2095 19.5514 0.0003 0.0001 0.0003
O 7.8026 9.7957 18.973 0.0006 0.0002 0.0009
O 14.443 15.6747 21.1541 -0.0001 -0.0002 0.0005
O 6.846 -2.0746 11.2491 -0.0044 -0.0018 -0.0022
O 14.3114 6.3766 14.7569 -0.012 0.0017 -0.0119
O 2.3954 6.8953 10.5483 0.0096 -0.0027 0.0092
O 9.8004 4.1791 8.7753 0.0024 0.0014 0.0003
O 8.8328 3.5223 11.0392 0.0005 0.0017 -0.0026
O 9.8633 1.8642 16.3761 0.0009 -0.0009 0.0003
O 8.5851 2.6587 18.6131 0 -0.0005 0.0009

Results
free energy: -133959.054 eV
free energy less fixed offsets of O -568.88, Si -635.61 eV per atom: 2.906 eV

The program warned: the cutoff lies below the one the program advises for these potential files; the exchange-correlation potential is rough where the density is thin.
